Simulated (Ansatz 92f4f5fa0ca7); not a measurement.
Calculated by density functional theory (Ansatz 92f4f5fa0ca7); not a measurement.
Periodic cell of 430 atoms, Si266O164, from a study of silicon, its oxide and their interface. The atomic structure is a simulated model.
Doubt: the cutoff is far below the 930 eV that the study's wrapper takes by default for these files, so forces and energies are approximate.

Settings: functional PBE; potential files Ansatz PAW; basis plane waves; wave-function cutoff 580 eV; density cutoff ratio 5; exchange-correlation grid ratio 1; k mesh 1 x 1 x 1, Gamma-centred; self-consistency stop 5e-08 eV per atom in the density residual; occupations fixed; spin none; net charge 0.

Cell vectors (angstrom)
a 15.4687 0 0
b 0 12.8259 0
c 0 0 37.5713

Atoms and the computed forces on them: element, x, y, z (angstrom), force x, y, z (eV/angstrom)
Si -0.043 1.165 34.876 -0.004 -0.004 0.001
Si 3.856 1.161 34.89 0.009 0.003 0.004
Si 7.766 1.166 34.871 0 0.004 0.003
Si 11.584 1.142 34.864 -0.004 -0.001 0
Si 1.867 7.57 34.924 -0.006 0.001 0.004
Si 5.776 7.571 34.934 -0.006 0.005 0.005
Si 9.693 7.591 34.908 0.001 -0.001 0.001
Si 13.472 7.581 34.892 -0.003 0.003 0
Si 1.934 5.247 35.304 -0.016 -0.224 0.199
Si 5.801 5.247 35.304 -0.007 -0.079 0.177
Si 9.668 5.247 35.304 0.233 -0.144 -0.459
Si 13.535 5.247 35.304 -0.351 0.022 0.395
Si 0 11.66 35.304 0.027 0.085 -0.273
Si 3.867 11.66 35.304 -0.328 0.093 0.142
Si 7.734 11.66 35.304 0.103 0.106 0.115
Si 11.602 11.66 35.304 0.044 -0.232 -0.405
Si 0 4.664 36.541 -0.017 -0.027 -0.012
Si 3.867 4.664 36.541 0.021 0.021 0.034
Si 7.734 4.664 36.541 -0.024 -0.017 -0.062
Si 11.602 4.664 36.541 0.046 0.116 0.118
Si 1.934 11.077 36.541 0.067 0.089 0.014
Si 5.801 11.077 36.541 0.032 -0.023 -0.077
Si 9.668 11.077 36.541 -0.011 -0.081 -0.075
Si 13.535 11.077 36.541 -0.004 -0.096 -0.094
Si 0 2.332 36.953 -0.114 0.016 -0.115
Si 3.867 2.332 36.953 -0.052 0.014 -0.018
Si 7.734 2.332 36.953 0.091 -0.031 -0.141
Si 11.602 2.332 36.953 -0.064 -0.039 -0.228
Si 1.934 8.745 36.953 -0.142 0.001 0.235
Si 5.801 8.745 36.953 0.001 0.034 0.298
Si 9.668 8.745 36.953 0.167 0.032 0.194
Si 13.535 8.745 36.953 -0.186 -0.017 0.052
Si 1.934 1.749 0.619 0.019 -0.018 -0.057
Si 5.801 1.749 0.619 0.017 -0.033 -0.061
Si 9.668 1.749 0.619 0.001 -0.002 -0.023
Si 13.535 1.749 0.619 0.043 -0.018 -0.04
Si 0 8.162 0.619 0.037 0.009 0.008
Si 3.867 8.162 0.619 0.024 -0.004 0.011
Si 7.734 8.162 0.619 0.005 0.007 -0.017
Si 11.602 8.162 0.619 -0.017 0.047 0.072
Si 0 5.83 1.031 0.016 -0.02 -0.021
Si 3.867 5.83 1.031 0 0.005 0.028
Si 7.734 5.83 1.031 0.03 -0.014 -0.009
Si 11.602 5.83 1.031 -0.059 -0.036 0.031
Si 1.934 12.243 1.031 -0.07 -0.074 -0.008
Si 5.801 12.243 1.031 -0.042 0.014 0.026
Si 9.668 12.243 1.031 0.011 0 -0.009
Si 13.535 12.243 1.031 -0.006 0.027 0.023
Si 1.934 5.247 2.268 -0.086 -0.056 -0.373
Si 5.801 5.247 2.268 0.194 -0.022 -0.084
Si 9.668 5.247 2.268 -0.009 0.025 0.039
Si 13.535 5.247 2.268 -0.064 0.018 0.045
Si 0 11.66 2.268 0.142 -0.006 -0.134
Si 3.867 11.66 2.268 -0.011 -0.01 -0.023
Si 7.734 11.66 2.268 0.079 -0.005 -0.068
Si 11.602 11.66 2.268 0.011 -0.005 -0.079
Si 1.934 2.915 2.68 -0.02 -0.021 0.012
Si 5.801 2.915 2.68 -0.035 0.03 0.029
Si 9.668 2.915 2.68 0.007 -0.005 0.001
Si 13.535 2.915 2.68 -0.041 -0.02 -0.002
Si 0 9.328 2.68 -0.04 0.044 0.036
Si 3.867 9.328 2.68 -0.028 0.067 0.061
Si 7.734 9.328 2.68 0.009 0.023 0.01
Si 11.602 9.328 2.68 0.016 0.037 0.076
Si 0.748 0.248 27.436 -0.007 0.001 0.002
Si 3.72 1.126 27.353 0.004 0.002 0.002
Si 8.98 0.122 25.409 -0.002 0.004 0.009
Si 11.392 -1.581 26.492 -0.004 0.009 0.002
Si 0.762 5.673 27.286 -0.017 0.006 -0.028
Si 5.632 6.795 27.911 -0.005 -0.014 0.01
Si 8.666 6.995 27.383 0.004 0.006 0.013
Si 13.275 6.579 28.209 -0.004 -0.009 -0.027
Si 1.517 5.013 29.378 -0.023 -0.006 0.032
Si 4.889 3.857 28.07 -0.003 0.003 0.002
Si 9.089 4.564 25.405 -0.004 -0.008 -0.007
Si 12.679 3.968 29.638 0.005 -0.012 -0.016
Si 0.341 10.044 28.29 -0.005 0.006 -0.026
Si 4.109 9.408 28.761 0.024 -0.014 -0.006
Si 7.398 11.179 29.035 0.009 -0.006 0.018
Si 11.555 11.099 28.909 0.005 0.005 -0.007
Si -0.379 3.755 30.197 -0.005 0.009 -0.005
Si 3.504 3.778 29.976 0.025 -0.034 -0.012
Si 7.626 2.801 29.322 0.006 -0.008 0.006
Si 11.861 2.032 28.464 0.007 0.011 -0.016
Si 1.99 9.337 29.83 -0.026 -0.016 0.027
Si 5.875 9.794 30.231 0.009 0.02 -0.016
Si 9.535 10.112 29.762 -0.032 -0.022 0.001
Si 13.648 10.029 29.644 0.01 -0.006 0.003
Si -0.022 1.409 30.349 0.011 0.003 0
Si 3.705 1.391 30.43 0.015 -0.001 -0.009
Si 7.573 0.581 30.175 -0.012 0.007 -0.021
Si 11.528 0.4 30.112 0.008 0.008 -0.011
Si 1.838 7.106 30.568 0.005 0.02 0.003
Si 5.898 7.498 30.787 -0.051 0.004 -0.016
Si 9.511 7.737 30.291 0.002 0.004 -0.004
Si 13.533 7.712 30.261 -0.008 0.021 0.009
Si 1.835 0.526 31.556 -0.008 -0.007 -0.005
Si 5.679 0.606 31.601 -0.001 0.003 0.004
Si 9.573 0.46 31.485 -0.001 0.013 0.007
Si 13.501 0.535 31.46 0.001 -0.006 0.002
Si -0.162 7.01 31.739 0.021 -0.013 -0.003
Si 3.833 6.983 31.82 0.016 -0.005 -0.005
Si 7.864 6.968 31.828 0.031 -0.015 -0.009
Si 11.557 7.087 31.43 -0.016 -0.01 -0.002
Si -0.107 4.718 32.273 0.009 0.012 -0.015
Si 3.911 4.677 32.104 -0.007 0.01 0.012
Si 7.805 4.608 32.058 -0.02 -0.003 -0.012
Si 11.699 4.692 31.798 0.014 0.011 0.004
Si 1.902 10.904 31.818 0.007 -0.002 -0.006
Si 5.654 11.106 32.136 0.003 -0.003 -0.004
Si 9.598 11.003 31.986 0.004 -0.009 -0.003
Si 13.617 11.04 31.858 0.001 -0.001 0.008
Si 1.936 4.052 33.266 0.007 0.004 0.011
Si 5.853 4.048 33.277 0.007 -0.003 -0.006
Si 9.785 4.045 33.163 0 0.001 -0.004
Si 13.424 4.057 33.313 -0.021 -0.002 -0.015
Si 0.007 10.499 33.203 0.002 0.009 -0.002
Si 3.742 10.479 33.276 -0.009 0.009 0.002
Si 7.67 10.504 33.262 -0.008 0 0.015
Si 11.623 10.497 33.153 0.009 0.011 0.012
Si 1.904 1.694 33.645 -0.004 0.002 -0.002
Si 5.814 1.729 33.673 -0.008 -0.005 -0.005
Si 9.687 1.705 33.548 0.007 -0.001 0.003
Si 13.482 1.705 33.58 0.003 -0.008 0.006
Si -0.067 8.216 33.724 0.009 -0.001 0.006
Si 3.81 8.194 33.789 0.004 -0.008 0
Si 7.727 8.199 33.79 -0.002 0.01 0.003
Si 11.575 8.164 33.573 0.005 0 -0.004
Si 0 2.332 3.917 0.042 0.07 0.074
Si 3.867 2.332 3.917 0.091 -0.227 -0.276
Si 7.734 2.332 3.917 0.139 0.137 0.253
Si 11.602 2.332 3.917 -0.01 0.013 -0.121
Si 1.934 8.745 3.917 -0.051 0.305 0.125
Si 5.801 8.745 3.917 0.203 0.008 0.084
Si 9.668 8.745 3.917 -0.15 0.09 0.195
Si 13.535 8.745 3.917 0.054 0.116 0.09
Si 1.919 6.429 4.271 -0.001 0.001 -0.003
Si 5.856 6.421 4.316 0 -0.013 -0.005
Si 9.659 6.423 4.329 0.002 -0.002 -0.005
Si 13.522 6.427 4.332 -0.002 -0.006 -0.01
Si 0.042 12.815 4.317 0.004 0.004 0.007
Si 3.891 12.822 4.327 0.007 0.003 0.004
Si 7.765 12.822 4.33 0.005 -0.004 -0.002
Si 11.619 12.824 4.322 0.001 0 0.005
Si 0.016 5.879 5.528 0 0.012 0.008
Si 3.866 5.803 5.391 0.001 0.005 0.003
Si 7.769 5.866 5.636 0.002 0.015 0.007
Si 11.581 5.868 5.576 0.002 0.008 0.001
Si 1.972 12.265 5.592 -0.005 -0.014 -0.025
Si 5.836 12.196 5.532 -0.005 -0.002 -0.005
Si 9.7 12.219 5.567 -0.003 0.004 -0.008
Si 13.573 12.234 5.511 0 -0.006 0.003
Si 0.035 3.556 5.967 -0.013 -0.005 -0.018
Si 3.888 3.527 5.915 0.023 -0.008 -0.007
Si 7.785 3.526 6.019 -0.007 -0.003 -0.023
Si 11.629 3.553 5.931 -0.002 0.006 -0.009
Si 1.954 9.926 6.016 0.007 -0.001 0.007
Si 5.846 9.876 6.011 -0.003 -0.002 0
Si 9.632 9.889 6.026 -0.007 -0.003 0.006
Si 13.519 9.902 6 -0.002 0.008 0.004
Si 1.993 2.973 7.166 0.003 0.009 0.001
Si 5.794 2.912 7.149 -0.016 -0.003 0.005
Si 9.778 2.953 7.226 0.004 -0.007 0.013
Si 13.544 2.999 7.163 0.013 -0.004 0.014
Si -0.007 9.473 7.293 0.002 -0.026 -0.017
Si 3.921 9.235 7.203 -0.003 -0.013 -0.006
Si 7.728 9.375 7.402 0.003 -0.008 -0.003
Si 11.562 9.278 7.237 -0.001 -0.019 -0.01
Si 0.054 7.115 7.546 -0.005 0.009 0.003
Si 3.924 6.864 7.432 -0.012 0.017 0.008
Si 7.781 6.943 7.799 -0.003 0.01 -0.002
Si 11.509 6.929 7.713 -0.004 0.006 0
Si 2.021 13.483 7.636 0.008 -0.009 0.022
Si 5.887 13.435 7.517 0.006 0 0.006
Si 9.768 13.475 7.564 -0.024 -0.009 -0.011
Si 13.663 13.507 7.476 -0.009 -0.006 0.002
Si 2.007 6.513 8.726 0.007 0.003 -0.004
Si 5.763 6.094 8.718 0.004 -0.016 0.001
Si 9.639 6.152 9.113 0.003 -0.013 -0.007
Si 13.589 6.519 8.712 0.007 -0.012 0.008
Si 0.054 13.09 8.881 -0.008 -0.019 -0.017
Si 4.002 12.796 8.757 0.018 -0.007 -0.01
Si 7.811 13.166 8.834 -0.002 -0.019 -0.005
Si 11.767 12.924 8.691 0.036 0.003 0.065
Si 2.051 4.2 9.176 0.01 0.014 0.013
Si 5.833 3.716 9.37 -0.007 0.022 -0.01
Si 9.674 3.761 9.482 0.004 0.018 0.005
Si 13.707 4.224 9.189 -0.014 0.013 -0.005
Si -0.115 10.783 9.324 0.002 0.021 -0.004
Si 3.793 10.504 9.178 -0.033 0.011 0.01
Si 9.783 10.539 10.567 -0.028 -0.015 0.006
Si 11.627 10.633 9.15 0.004 0.021 -0.022
Si 0.149 3.712 10.4 0 -0.018 -0.007
Si 3.771 3.507 10.605 0.01 -0.021 -0.032
Si 7.79 2.476 10.074 0.01 0.003 0.018
Si 11.355 3.38 11.223 -0.024 -0.003 -0.043
Si 1.871 10.721 10.516 0.048 -0.007 -0.009
Si 6.336 10.166 11.13 0.008 0.005 -0.003
Si 7.8 10.805 9.401 -0.004 0.009 -0.002
Si 13.392 10.647 10.65 -0.004 0.011 0.035
Si -0.472 1.472 10.927 -0.027 0.035 0.038
Si 3.465 0.419 11.017 -0.016 0.01 0.039
Si 7.932 2.068 12.368 0.008 0.005 -0.016
Si 12.706 0.756 10.783 0.005 -0.003 -0.079
Si 2.358 8.016 11.587 0.003 0.008 -0.007
Si 5.386 7.499 11.509 -0.003 0.017 -0.01
Si 10.221 7.672 11.887 -0.007 -0.008 -0.003
Si 13.322 7.822 11.638 -0.007 -0.006 -0.001
O 13.043 12.076 11.474 -0.005 -0.016 0.002
O 6.385 14.463 12.64 -0.003 -0.005 0.007
O 2.161 0.875 26.89 0 0 -0.007
O 9.941 -1.141 25.821 0.005 -0.006 -0.002
O 14.394 7.036 12.558 -0.003 0.012 -0.001
O 6.574 8.6 11.586 0.001 -0.004 0.002
O -0.796 6.233 27.402 -0.002 0.003 0.007
O 7.054 7.336 27.255 -0.001 0.003 -0.007
O 0.197 4.881 11.572 0.002 -0.008 -0.035
O 10.966 12.189 13.812 0.012 0.002 0.008
O 6.391 10.941 12.566 0 -0.003 0
O 17.609 -0.579 11.17 -0.012 -0.01 -0.011
O 1.835 9.563 11.709 -0.005 -0.001 0.007
O 8.322 3.463 13.15 -0.006 0.001 0.01
O 10.568 5.587 14.85 0.026 -0.021 -0.006
O 11.182 4.138 12.673 0.011 0.003 0.025
O 1.555 7.011 12.571 -0.006 0.001 0
O 3.925 7.998 12.024 -0.003 -0.001 0.007
O 15.507 13.775 12.446 0.01 -0.007 0
O 9.496 7.454 13.32 0.002 0 -0.001
O 8.961 13.82 13.033 0.002 -0.01 0.004
O 9.611 11.767 11.647 0.002 -0.001 0.005
O 4.352 12.875 12.34 0.002 0.006 -0.011
O 3.885 4.452 11.963 -0.003 0.01 0.015
O 4.748 0.128 26.56 -0.006 0.005 -0.001
O 5.039 10.561 25.379 -0.002 0 -0.002
O 10.056 3.379 25.968 0.001 0.001 -0.01
O 4.139 2.705 27.125 -0.006 -0.012 0
O 0.222 13.859 28.753 0 0.004 0.004
O 1.652 6.87 26.561 0.004 0.005 0.002
O 3.748 -2.853 23.07 -0.001 0 0
O 7.443 12.494 25.002 0 0.001 -0.004
O 11.662 9.709 25.968 0.002 0.002 -0.002
O 4.523 8.02 27.874 -0.002 0.004 -0.009
O 12.271 7.497 27.286 0.008 -0.002 0.01
O 13.08 1.534 27.451 -0.014 0.001 0.017
O 15.094 0.331 26.257 0.007 -0.004 -0.002
O 0.752 4.248 26.444 0.003 0 0.003
O 9.66 8.122 26.702 0 0.001 -0.004
O 12.575 -0.589 25.905 0.004 0.001 -0.002
Si 8.766 9.71 19.553 0 0.001 0
Si 5.839 7.407 23.394 0.001 -0.001 0.002
Si 5.176 -1.439 26.795 0.015 -0.003 0.006
Si 3.063 -2.222 21.727 0.004 0.003 0.001
Si 2.278 5.481 21.292 0.003 -0.001 0.002
Si 9.475 12.284 13.186 -0.002 0.011 0.001
Si 9.284 6.577 14.672 0.003 -0.003 0.001
Si 3.914 2.34 15.791 -0.005 -0.001 -0.002
Si 3.617 3.416 23.405 0 0.003 0.001
Si 12.869 -0.651 19.48 0.098 0.023 0.012
Si 14.181 2.662 23.761 0 0.006 0.005
Si 11.237 8.151 26.202 0.001 -0.004 0.003
Si 4.039 9.498 24.613 0.004 -0.002 0
Si 9.863 2.395 27.268 0.008 -0.01 0.016
Si 11.047 14.427 19.012 0.003 0.006 -0.003
Si 4.832 5.152 13.094 -0.005 -0.024 0.003
Si 7.413 4.209 14.268 0.009 -0.009 -0.011
Si 0.559 6.728 23.384 -0.001 -0.006 0.002
Si 13.521 0.738 26.104 -0.01 0.001 0.003
Si 6.594 4.527 23.863 0.001 0 -0.001
Si 8.922 12.716 20.043 0.001 0.002 0.004
Si 15.149 8.166 16.183 0.004 -0.013 -0.012
Si 6.57 13.908 21.077 0 0.002 0.001
Si 5.495 9.273 16.388 0 0 -0.003
Si 11.944 2.198 16.409 -0.002 0.013 -0.003
Si 11.593 4.485 14.224 0.026 -0.008 0.033
Si 1.349 8.326 25.842 -0.003 -0.007 0.005
Si 14.588 7.707 19.147 -0.001 -0.004 0.002
Si -0.437 13.174 13.882 -0.002 -0.016 0.007
Si 4.076 0.51 22.42 0.001 0.003 0
Si 5.233 13.668 13.458 0.009 -0.004 -0.005
Si 4.903 6.659 20.461 0.001 -0.002 0.002
Si 7.407 5.204 19.122 0.001 -0.002 0.003
Si 12.205 12.609 14.768 0.012 -0.024 0.002
Si 12.65 1.461 21.515 -0.004 -0.014 0.005
Si 2.826 8.002 16.723 0.003 -0.003 0
Si 6.629 12.457 23.582 0.003 -0.001 0.004
Si 1.296 1.101 16.525 -0.005 0.02 0.08
Si 8.008 7.731 17.246 -0.004 -0.001 0
Si 7.65 9.744 22.264 -0.001 -0.002 0.004
Si 6.252 3.699 16.802 0.001 0.004 -0.001
Si -0.731 15.957 17.386 0.061 0.031 -0.1
Si 9.901 14.084 22.577 0.007 0.001 -0.003
Si 3.882 5.284 15.835 -0.004 -0.001 0.001
Si 14.467 5.356 15.136 0.022 -0.043 0.034
Si 15.706 6.066 12.664 0.014 0.012 0.036
Si 0.087 11.674 18.065 -0.09 0.173 -0.11
Si 1.144 3.948 24.89 0.002 -0.001 -0.002
Si 13.516 5.36 22.612 -0.002 -0.002 0.006
Si 4.224 9.292 19.021 0.001 -0.003 -0.004
Si -1.017 10.742 15.241 0.001 0.019 0
Si 10.317 8.851 21.841 -0.001 -0.005 0
Si 10.797 6.449 23.573 0 -0.001 -0.003
Si 0.391 9.805 20.566 -0.009 -0.009 0.016
Si 8.104 3.568 21.339 0 0.001 0.004
Si 6.76 11.258 14.13 -0.006 0.006 -0.004
Si 14.971 4.789 19.929 0.005 0.003 0.008
Si 12.959 9.514 20.729 -0.002 0.008 -0.002
O 7.501 9.669 20.622 0.001 0.001 -0.002
O 0.378 8.259 20.041 0.001 0.007 0.001
O 9.067 7.501 16.009 0.003 -0.003 -0.004
O 15.221 10.918 16.665 0.016 0.163 0.224
O 10.008 7.414 22.533 0.003 0.004 -0.001
O 0.264 5.321 14.111 -0.027 -0.005 0.029
O 8.44 9.058 18.106 0 0.002 0.003
O 14.387 6.807 15.802 0.014 0.008 0.006
O 7.158 0.845 22.608 -0.001 0 -0.002
O 11.403 7.317 24.815 -0.001 0.001 0.002
O 0.67 10.75 19.263 -0.029 0.033 -0.034
O 6.081 5.672 19.952 -0.001 0 -0.001
O 3.172 3.805 15.806 0.009 -0.008 0.003
O 1.67 6.74 22.176 0.001 0.001 -0.002
O 2.989 -0.604 21.954 0 -0.003 -0.001
O 8.996 1.089 26.732 -0.003 -0.001 -0.005
O 11.886 9.311 21.949 0.003 0.001 -0.01
O 9.263 9.879 22.579 0.001 -0.001 -0.001
O 8.546 4.623 20.163 -0.001 -0.001 -0.001
O 6.508 8.012 16.658 0.001 0 0.002
O -0.286 11.541 14.009 -0.007 0.001 0.017
O 5.162 10.005 17.851 -0.001 -0.002 0.001
O 0.287 2.728 24.214 0 -0.001 0
O 7.442 3.441 15.704 0.003 -0.009 0.006
O 14.621 8.453 17.705 0.01 0.003 -0.014
O 13.509 2.178 16.897 0.055 0.053 0.007
O 1.322 8.203 16.125 -0.033 0 0.005
O 2.729 3.62 24.756 0.001 -0.002 0
O 5.018 -0.086 23.634 -0.003 0 -0.001
O 8.397 11.459 14.131 0.001 -0.003 0.002
O 11.561 13.515 15.947 0.001 -0.003 -0.001
O 3.818 -2.58 20.299 -0.002 0 0.001
O 13.122 5.032 14.28 -0.037 -0.027 0.015
O 7.912 5.731 14.464 0.004 0.004 0.003
O 7.621 3.941 24.998 0.001 -0.001 0
O 4.837 8.091 24.472 -0.002 0.002 -0.002
O -0.989 6.664 22.862 -0.001 0.002 -0.003
O 4.037 8.712 15.841 0.002 0 0.003
O 2.911 8.672 18.228 0 -0.002 0
O 3.053 4.396 22.235 -0.001 -0.001 0
O 6.383 6.104 24.198 0 0 -0.001
O 5.386 5.063 16.462 0.002 0 0.002
O 11.067 2.597 17.729 0.006 -0.011 -0.001
O 9.244 11.272 19.363 -0.003 -0.005 0
O -0.726 6.11 19 -0.003 0 0.002
O 4.973 13.664 21.084 0.002 0 0.001
O 13.979 2.089 22.235 -0.008 -0.006 -0.007
O 9.477 14.055 19.277 0.003 -0.003 -0.001
O 9.306 2.686 22.009 0.003 -0.006 0
O 9.959 8.817 20.241 -0.001 -0.001 0.005
O 3.38 1.877 22.924 0 -0.003 0
O 11.926 2.253 20.247 0.002 -0.008 0.005
O 5.948 12.631 14.493 -0.001 -0.005 -0.008
O 3.935 5.812 14.284 -0.002 0.005 0.007
O -1.572 4.759 21.15 0.003 -0.001 -0.005
O -1.064 10.07 21.287 -0.005 -0.004 -0.005
O 4.852 10.225 10.441 0.008 0.008 -0.001
O 4.308 14.714 14.276 0.001 0 0.006
O 9.797 5.29 24.129 0.001 -0.001 -0.002
O 2.69 9.212 25.505 -0.001 0.002 -0.001
O 1.223 12.743 17.64 -0.211 -0.112 -0.053
O 11.551 3.177 15.186 0.001 0.039 -0.027
O 14.72 4.387 16.384 0.002 -0.093 0.045
O 5.186 3.701 23.778 0 -0.001 0
O 7.293 12.848 20.08 0.001 0.003 -0.001
O 13.202 8.1 19.934 -0.004 0.007 0.002
O 14.618 3.534 18.961 0.007 -0.004 -0.023
O 0.719 2.43 17.247 -0.087 -0.068 -0.038
O 3.091 6.379 16.74 0 0.004 0.002
O 5.037 6.936 22.061 -0.001 -0.001 -0.003
O 5.069 8.037 19.623 -0.001 0.001 0.001
O 13.082 12.812 20.975 -0.025 -0.025 -0.091
O 6.96 15.422 20.688 -0.001 -0.004 0.001
O 16.512 4.75 20.495 -0.006 0.001 -0.002
O 6.978 3.922 18.216 0.004 0 0.004
O 0.829 5.331 24.131 -0.001 0 0.004
O 13.376 1.727 24.821 0 -0.003 0
O 3.402 6.036 20.241 -0.001 0 0
O 2.892 1.214 16.309 -0.079 -0.008 0.026
O 0.661 8.009 24.386 0 0.004 -0.002
O 14.56 9.151 15.018 0.013 -0.013 0.024
O 5.228 2.421 16.771 -0.005 -0.005 0.004
O 12.436 10.615 19.636 0.035 0.029 0.014
O 6.237 10.188 15.25 0.002 -0.001 0
O 7.05 8.408 22.968 0 0 -0.001
O 9.576 12.826 21.555 0 0.003 0
O 13.641 4.206 23.768 0 0 -0.002
O 11.973 5.815 22.661 -0.002 0.002 0.001
O 6.863 11.028 22.845 -0.001 0 -0.001
O 11.698 12.963 18.689 0.019 -0.003 0.011
O 1.542 10.038 21.669 -0.001 0 -0.004
O 0.486 0.938 15.103 0.011 0.001 0.033
O 11.518 14.226 22.673 0.006 -0.004 -0.018
O 8.013 6.415 18.219 0.001 0.001 0
O 13.419 13.502 14.074 -0.002 -0.005 0.007
O 9.52 13.76 24.117 0 0.001 -0.004
O 7.367 4.475 22.45 0 -0.001 0.002
O -1.254 -0.411 18.609 0.193 -0.163 -0.048
O 13.625 20.297 10.078 -0.003 -0.004 -0.006
O 12.897 11.245 15.351 0.005 0.014 -0.025
O 4.04 10.708 27.754 0.003 -0.003 0.012
O 2.123 7.516 10.05 -0.004 -0.011 -0.004
O 15.83 -3.67 26.871 -0.001 0.001 0.006
O 11.658 1.784 11.574 0.007 -0.003 0.028
O -10.232 7.028 9.977 0.003 -0.007 -0.008
O 5.07 5.345 27.318 0.002 0.015 0.003
O 5.863 -8.714 13.776 -0.005 -0.003 -0.001
O 9.629 6.751 10.671 0 -0.011 0.011
O 8.909 5.594 26.633 0.005 0.004 0.005
O 0.918 11.515 27.856 0.001 -0.007 0.008
O -6.326 6.831 28.936 0.002 0.002 0.001
O 3.859 13.521 28.926 -0.009 0.019 0.016
O 5.935 6.457 29.477 0.001 0.012 0.013
O 13.467 9.45 11.791 0.003 0.007 -0.011
O 5.829 6.244 12.421 0.019 0.01 0.011
O 12.628 4.054 10.455 0.006 -0.011 0.007
O 7.685 3.799 30.614 0.008 0.016 0.025
O 11.816 7.371 12.062 0.014 -0.003 0.003
O 3.174 14.868 11.122 -0.005 -0.007 0.005
O 8.982 15.927 28.454 -0.008 0 0.001
O 9.928 -3.618 11.501 0.001 0.024 -0.002
O -3.02 5.186 28.511 -0.002 -0.008 0.007
O 6.677 11.276 27.502 -0.017 0 -0.018
O 6.369 16.057 28.377 0.005 -0.004 0.004

Results
free energy: -262373.606 eV
free energy less fixed offsets of O -568.88, Si -635.61 eV per atom: -5.026 eV

The program warned: the cutoff lies below the one the program advises for these potential files; the exchange-correlation potential is rough where the density is thin.
